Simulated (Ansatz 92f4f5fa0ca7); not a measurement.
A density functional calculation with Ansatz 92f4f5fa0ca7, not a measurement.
Periodic cell of 273 atoms, Si166O106B1, from a study of silicon, its oxide and their interface. The atomic structure is a simulated model.
Doubt: the cutoff is far below the 930 eV that the study's wrapper takes by default for these files, so forces and energies are approximate.
This geometry differs little from another in the collection (a relaxation step or a small displacement).

Settings
functional: PBE
potential files: Ansatz PAW
basis: plane waves
wave-function cutoff: 580 eV
density cutoff ratio: 5
exchange-correlation grid ratio: 1
k mesh: 1 x 1 x 1, Gamma-centred
self-consistency stop: 5e-08 eV per atom in the density residual
occupations: fixed
spin: none
net charge: -1 e, with a uniform compensating background and no finite-size correction

Cell vectors (angstrom)
a  11.6015  0  0
b  0  13.3963  0
c  0  0  29.8085

Atoms and the computed forces on them: element, x, y, z (angstrom), force x, y, z (eV/angstrom)
Si  11.5582  0.1833  22.9163  -0.0067  0.0049  -0.0005
Si  3.9261  0.1553  23.0267  0.0031  0.0002  0.0008
Si  7.6874  0.4189  23.1836  0.0039  0.0069  -0.0001
Si  2.0643  3.4709  22.8997  -0.0012  -0.0018  0.002
Si  6.1072  3.5385  23.0621  0.0098  -0.0076  -0.0001
Si  9.531  3.3947  23.0812  -0.0098  -0.0061  -0.0016
Si  11.634  6.8455  23.0854  0.0031  -0.0027  0.0006
Si  3.9963  7.0253  23.1918  -0.0012  -0.0048  0.0003
Si  7.7962  6.8813  23.2465  0.001  0.0025  -0.0008
Si  2.039  10.2101  23.2645  -0.0011  -0.0019  0.0009
Si  5.8798  10.158  23.2996  0.0002  -0.0013  0.0011
Si  9.8279  10.1469  23.2457  -0.0008  -0.0032  0.0004
Si  11.6336  2.4038  23.7311  0.0068  -0.0002  -0.0006
Si  4.0374  2.4111  23.7298  -0.0042  0.0004  -0.0003
B  7.7833  2.4289  23.7285  -0.0004  0.0078  -0.0172
Si  2.0358  5.7324  23.7007  -0.0009  0.0024  -0.0004
Si  5.8618  5.7348  23.9545  -0.0038  0.0041  0
Si  9.7124  5.651  23.8658  0.0018  0.0038  0.0004
Si  11.7257  9.0257  24.03  -0.001  0.0017  -0.002
Si  3.9429  9.1404  24.1943  0.001  0.002  -0.0001
Si  7.8481  9.0903  24.0197  0.0003  -0.0003  0.0007
Si  1.9266  12.4911  23.7839  0.0042  -0.001  0.0009
Si  5.8465  12.461  23.8951  -0.0062  -0.0031  0.0011
Si  9.6401  12.4767  23.7739  0.0018  -0.0024  -0.0028
Si  11.6418  2.2945  26.1361  -0.0013  -0.0003  0.0011
Si  3.9244  2.3029  26.1285  0.0018  -0.0009  0.0014
Si  7.7569  2.3409  25.8631  0.0006  -0.0019  0.0122
Si  1.9807  5.6329  26.1364  0  -0.0002  -0.0004
Si  5.8297  5.6812  26.2987  0.0011  -0.0013  0.0008
Si  9.6932  5.6363  26.2339  -0.001  -0.0012  0.001
Si  11.6678  8.9703  26.3548  0.0004  -0.0001  0.0004
Si  3.8961  9.022  26.4908  -0.001  0.0003  0.0009
Si  7.7902  9.0081  26.3535  -0.0003  0.0001  0.0001
Si  1.9376  12.3814  26.1849  -0.0013  -0.0011  0.002
Si  5.7972  12.351  26.2536  0.0009  0.0011  -0.0001
Si  9.6898  12.3671  26.1616  -0.0002  0.0001  0.0012
Si  1.9779  1.2012  26.9705  -0.0003  0.001  -0.001
Si  5.8786  1.2224  26.9214  0.0011  0.001  -0.001
Si  9.6423  1.226  26.8878  -0.0026  0.0017  -0.0011
Si  11.6425  4.5122  26.9723  0.0001  0.0001  -0.0003
Si  3.8956  4.509  26.9848  -0.0003  0.0007  -0.0005
Si  7.7508  4.4705  26.9649  -0.0001  0.0003  -0.0015
Si  1.9706  7.812  27.1025  0.0003  -0.0001  0.0006
Si  5.8548  7.8869  27.144  0  0.0009  0.0006
Si  9.7131  7.8455  27.0715  -0.0003  0.0006  -0.0002
Si  11.6146  11.2432  26.9966  0.001  0.0003  -0.0009
Si  3.8588  11.2852  27.0926  -0.0006  -0.0015  -0.001
Si  7.7626  11.2601  27.0232  -0.0001  -0.0003  0.0005
Si  1.9487  1.1185  29.3545  -0.0001  -0.0014  0.0008
Si  5.8099  1.1384  29.3303  -0.0003  -0.0011  0.0004
Si  9.637  1.1423  29.3028  0.0006  -0.0012  0.0006
Si  0.01  4.4554  29.3654  -0.0012  -0.0003  0.0001
Si  3.8726  4.4485  29.3556  0.0012  -0.0006  -0.0004
Si  7.7176  4.4469  29.353  -0.0001  -0.0002  0.0011
Si  1.9433  7.7809  29.4528  0  0.0007  -0.001
Si  5.8311  7.8321  29.4917  -0.0008  -0.0003  -0.0007
Si  9.6817  7.7953  29.4178  0.0001  -0.0003  -0.0002
Si  0.0023  11.1773  29.3595  0.0001  -0.0001  0.0004
Si  3.8654  11.2089  29.4461  0  -0.0005  0.0001
Si  7.7551  11.1893  29.3803  0.0001  0.0001  -0.0005
Si  -0.0241  0.0164  0.2982  -0.0009  0.001  0.0004
Si  3.8843  0.0286  0.4121  0.0006  0.0011  -0.0008
Si  7.7161  0.0075  0.3581  0.0001  0.0009  0.0003
Si  1.9462  3.3309  0.3442  -0.0005  0.001  0.0003
Si  5.7887  3.3336  0.3932  -0.0001  0.0004  -0.0001
Si  9.6479  3.3511  0.3418  0.0008  0.0002  0.0004
Si  -0.0045  6.6686  0.3993  0.0005  -0.0003  0
Si  3.8905  6.6599  0.3784  0  0.0002  0.0007
Si  7.7563  6.6648  0.3996  0.0002  -0.0004  -0.0005
Si  1.9281  10.0479  0.3597  0  -0.0005  -0.0006
Si  5.8241  10.0951  0.4003  0  0.0005  -0.0009
Si  9.6793  10.0383  0.3504  -0.0002  0.0008  -0.0001
Si  11.539  -0.0472  2.6685  0.0005  0.0002  -0.0004
Si  3.8471  -0.0636  2.8112  -0.0007  -0.0003  0.0005
Si  7.6615  -0.0919  2.7425  0.0004  0.0002  -0.0004
Si  1.9309  3.2618  2.7043  -0.0002  -0.0009  -0.0006
Si  5.749  3.2674  2.7957  0.0004  -0.0005  -0.0004
Si  9.5977  3.3037  2.7204  -0.0002  -0.0007  -0.0007
Si  11.571  6.6232  2.7577  -0.0001  0.0002  -0.0003
Si  3.8704  6.6054  2.7255  0.0002  0.0001  -0.0008
Si  7.7426  6.6258  2.7699  -0.0004  -0.0002  0.0001
Si  1.9219  9.9981  2.7215  0.0002  0.0007  0.0001
Si  5.827  10.044  2.7726  -0.0006  -0.0001  0.0003
Si  9.6785  9.9728  2.7155  0.0001  0.0002  -0.0002
Si  11.5508  2.1936  3.4065  0  0.0002  0
Si  3.8121  2.13  3.6499  -0.0003  0.0004  0
Si  7.6816  2.1108  3.5386  0.0001  0.0001  0.0002
Si  1.9086  5.4858  3.4615  -0.0002  0.0001  0.0001
Si  5.806  5.5165  3.5627  -0.0001  0.0003  0
Si  9.6538  5.5045  3.6134  0.0002  0.0003  -0.0001
Si  11.6102  8.8633  3.5392  -0.0003  -0.0003  -0.0002
Si  3.8925  8.8624  3.4073  0  -0.0002  -0.0006
Si  7.747  8.8694  3.5357  0.0004  0.0001  -0.0003
Si  1.8517  12.2324  3.5113  0  -0.0002  0
Si  5.7586  12.2192  3.7423  0.0002  0.0001  -0.0002
Si  9.618  12.196  3.4782  -0.0005  0  -0.0005
Si  11.4781  2.1527  5.7323  0.0006  -0.0003  -0.0005
Si  3.7294  2.0264  6.0743  0.0003  -0.0007  0
Si  7.6074  1.964  5.9123  0.0007  -0.0006  -0.0003
Si  1.8809  5.3968  5.7966  0.0001  -0.0003  -0.0003
Si  5.8055  5.4586  5.9365  0.0002  -0.0003  0.0001
Si  9.625  5.4334  6.0158  -0.0001  -0.0002  0
Si  11.6371  8.7881  5.9193  0.0004  0.0005  0
Si  3.9142  8.7827  5.7302  0.0002  0.0007  0.0002
Si  7.7771  8.8039  5.9134  -0.0004  0.0002  0.0001
Si  1.776  12.1569  5.8907  0.0002  0.0005  -0.0001
Si  5.7187  12.1149  6.2483  0.0003  0  -0.0002
Si  9.5836  12.1051  5.8398  0.0004  0.0002  0.0001
Si  1.6301  0.9694  6.7183  0  0.0002  -0.0013
Si  5.6711  0.9812  7.0122  -0.0003  0.0008  -0.0015
Si  9.6357  0.9313  6.5763  -0.001  0.0005  -0.001
Si  11.578  4.3049  6.7148  0  0.0001  -0.0009
Si  3.8281  4.318  6.5645  0  0.0005  -0.0011
Si  7.6934  4.171  6.6275  -0.0001  0.0004  -0.0007
Si  2.0288  7.6204  6.5036  -0.0004  -0.0003  -0.0009
Si  5.8306  7.7297  6.6937  0.0002  -0.0006  -0.0012
Si  9.7191  7.6967  6.7307  0.0001  -0.0004  -0.0007
Si  11.4502  10.9871  6.7635  -0.0003  -0.0006  -0.0014
Si  3.6494  10.9332  6.6344  -0.0001  -0.0008  -0.0009
Si  7.7596  10.9702  6.8536  -0.0005  -0.0002  -0.0009
O  9.9021  7.8881  8.3961  -0.0003  -0.0002  0.0014
O  9.9034  0.8226  8.2291  0.0009  -0.0002  0.0015
O  1.0328  0.9164  8.3079  -0.0005  -0.0002  0.0016
O  3.0734  10.5674  8.1538  -0.0001  0.0001  0.0017
O  5.8171  7.8916  8.3633  0.0001  0.0005  0.0016
O  5.6137  1.1739  8.7026  0.0002  -0.0004  0.002
O  3.7766  4.3357  8.2145  0.0004  0.0002  0.0021
O  7.6426  3.7253  8.2551  -0.0001  0.0003  0.0019
O  0.0626  4.2644  8.3914  0.0002  -0.0002  0.0019
O  11.1537  10.9475  8.4199  0  0.0002  0.0021
O  8.1261  10.7656  8.4951  -0.0001  0.0002  0.0017
O  2.3615  7.4794  8.1134  0.0002  0.0001  0.002
O  11.4107  0.1963  21.23  0.0007  -0.0017  -0.0011
O  9.6499  3.5508  21.4002  0.0009  -0.0002  -0.0023
O  4.147  7.5695  21.6077  0.001  0.002  -0.0014
O  6.0981  4.0655  21.4258  0.0003  0.0015  -0.0026
O  5.7461  9.7881  21.6662  0.0003  0.0007  -0.0008
O  2.1435  3.3993  21.2147  -0.0003  0  -0.0029
O  7.4125  13.5941  21.533  0.0062  -0.0072  -0.0097
O  4.03  0.142  21.3553  -0.0012  -0.0004  -0.0035
O  7.7267  6.959  21.5883  0.0001  0.0018  -0.005
O  2.1209  10.153  21.6102  0.0001  0.0004  -0.0008
O  11.5513  7.0252  21.424  -0.0005  0.0005  -0.0026
O  10.1657  9.707  21.6546  -0.0031  0.0048  -0.0038
Si  11.5857  6.4447  11.3013  -0.0004  -0.0004  -0.0014
Si  1.5648  10.3466  16.2693  -0.0001  -0.0003  0.0017
Si  0.2313  3.6827  9.907  -0.0003  -0.0001  -0.0022
Si  8.0718  12.9154  20.2227  -0.0076  -0.0019  0.0037
Si  2.8396  10.46  9.7487  -0.0002  -0.0002  -0.0024
Si  2.5613  10.3924  20.0726  0.0008  0.0001  0.0016
Si  10.3022  3.6903  19.9159  -0.002  0.0005  0.0032
Si  0.2574  12.7967  17.1054  -0.0001  0.0002  0.0014
Si  10.817  0.7051  19.7874  0.002  0.0016  0.0022
Si  3.1749  7.7262  16.2658  0.0003  -0.0008  0.0014
Si  0.3135  6.4856  19.9384  -0.0005  -0.0004  0.0033
Si  9.3854  2.515  14.3017  0.0001  0.0001  -0.0003
Si  2.9133  2.5322  11.0375  -0.0004  0.0003  -0.0017
Si  5.1358  11.9758  15.3793  0.0002  0  0.0007
Si  4.9413  8.704  20.7307  0.0002  -0.0012  0.0016
Si  3.6108  -0.4025  11.2927  0.0003  0.0001  -0.0016
Si  5.5887  8.8799  14.8109  -0.0001  -0.0006  -0.0002
Si  -0.1662  11.313  9.9936  0  0.0004  -0.0022
Si  9.4367  10.0531  20.2439  -0.0015  -0.0059  0.0018
Si  3.4402  0.0493  19.8406  0.0001  0.0008  0.0024
Si  7.4701  4.6946  9.5439  0.0001  -0.0003  -0.0025
Si  2.3741  12.3414  14.1757  0.0001  0.0001  -0.0005
Si  6.1881  0.5832  10.1385  -0.0002  0.0003  -0.0021
Si  2.8039  2.9013  19.7933  0.0003  0.0011  0.0025
Si  5.7174  4.4435  13.6559  0.0003  0.0002  -0.0007
Si  7.4734  0.2062  15.6167  0.0008  -0.0001  0.0004
Si  9.6156  11.3404  15.2108  0  0.0001  0.0006
Si  1.9939  6.5527  13.5634  0.0001  -0.0002  -0.0005
Si  2.8464  3.515  14.0113  -0.0004  0  -0.0008
Si  11.6837  9.1675  18.4402  0.0002  -0.0008  0.0018
Si  11.2308  0.8711  9.1866  -0.0001  0.0001  -0.0023
Si  9.1309  7.3145  9.7124  0.0002  0.0002  -0.0021
Si  8.6822  8.5514  14.5824  -0.0001  0  0.0003
Si  4.7754  7.1624  12.357  -0.0001  0.0001  -0.0013
Si  2.9976  5.6173  18.8102  -0.0001  -0.0009  0.0021
Si  2.5379  7.3993  9.7084  0.0002  0.0001  -0.0024
Si  6.2654  8.4188  9.8401  0  -0.0001  -0.002
Si  4.334  4.7589  9.6605  -0.0002  -0.0001  -0.0027
Si  9.3611  10.4902  12.2797  0.0001  0  -0.0017
Si  5.9309  13.0409  17.9914  0.0011  -0.0008  0.0049
Si  7.967  4.9457  18.3879  0.0003  0.0001  0.0026
Si  8.3058  5.4008  15.2174  -0.0003  0  0.0028
Si  7.3326  11.0659  9.9098  0  -0.0002  -0.0023
Si  5.4153  4.1709  19.9463  0.0013  -0.0003  0.0026
Si  0.7868  1.4791  15.0411  0  0.0001  0.0008
Si  7.5465  7.5468  20.0949  0.0008  -0.0013  0.0021
Si  7.6453  2.7819  11.8658  0.0001  0.0001  -0.0016
O  3.4562  6.0806  10.1018  -0.0001  0  0.0005
O  1.9464  2.6489  15.0731  0.0001  0.0001  -0.0004
O  -0.3608  12.9432  10.1622  0.0001  -0.0005  0.0008
O  8.3576  8.9221  19.8558  0.0042  0.0034  0.0029
O  2.406  1.3182  19.541  0.0004  -0.0011  -0.0005
O  8.1313  5.2882  16.8135  0.0005  0.0005  -0.0042
O  2.7131  11.9839  19.7175  -0.0001  0.0003  -0.0009
O  7.1646  8.7603  15.1347  0.0001  0.0001  -0.0005
O  1.2889  0.1729  14.1782  0.0001  -0.0001  -0.0002
O  4.4118  3.8115  14.45  -0.0001  -0.0001  0
O  4.2466  3.4087  10.6141  -0.0002  -0.0004  0.0009
O  10.9537  2.0683  14.4888  0  0  -0.0003
O  11.3905  4.8372  10.9861  0.0002  0.0005  0.0005
O  10.8486  12.0183  16.0483  -0.0001  -0.0002  -0.0006
O  8.9397  6.9012  14.7812  0  -0.0002  -0.0003
O  1.7843  3.3478  10.22  0  -0.0005  0.0017
O  8.4734  5.9187  9.2217  0  0.0001  0.0007
O  11.1319  2.3078  19.5601  0.0003  -0.0019  -0.0009
O  5.409  7.6106  10.9376  -0.0002  -0.0002  0.0009
O  11.404  7.5864  18.8093  0  0.0015  -0.001
O  7.8722  8.2488  10.1507  -0.0002  0.0001  0.0005
O  10.1406  7.149  10.9861  0.0004  -0.0001  0.0006
O  9.2215  4.1044  14.7359  -0.0001  0.0004  0
O  8.7853  11.4993  20.5448  -0.0038  0.0044  -0.005
O  10.5806  10.5186  11.1645  -0.0004  -0.0001  0.0009
O  8.3636  12.2322  15.7664  0  0.0001  -0.0007
O  4.4475  2.8592  19.847  -0.0011  -0.0006  -0.0011
O  4.6029  0.2266  18.7066  0.0014  -0.0009  -0.0015
O  10.4625  10.1043  18.978  -0.0008  -0.0006  0.0008
O  6.7967  0.6862  17.0429  -0.0004  0  0.0007
O  0.5195  6.7406  12.839  0.0002  0  0.0005
O  1.0576  7.1378  10.3086  -0.0003  -0.0001  0.0007
O  3.1413  7.1843  12.5692  -0.0001  -0.0001  0.0004
O  3.944  9.5712  19.7759  -0.0002  0.0004  -0.0007
O  6.7953  5.196  14.6155  0.0002  0  0
O  0.5851  0.9055  16.5512  0  0  -0.0008
O  1.5511  11.7722  17.1132  0.0004  -0.0006  -0.0009
O  5.3903  8.2966  13.3218  -0.0002  0.0003  0.0002
O  2.9837  12.3633  12.6597  -0.0003  -0.0001  0.0007
O  6.429  3.1936  12.8833  -0.0003  0.0002  0.0005
O  2.7886  9.2966  16.5967  -0.0002  0.0002  -0.0008
O  5.9933  7.9188  19.7628  0.0004  0.0005  0
O  1.9338  6.3787  19.7787  -0.0001  0.0002  -0.0009
O  1.4376  9.6869  19.1542  -0.001  -0.0005  -0.002
O  9.4883  9.7083  15.4718  0  0  -0.0003
O  3.1041  8.8872  10.1865  0.0001  0  0.0007
O  8.9909  9.0333  13.0139  0  -0.0001  0.0004
O  2.1708  7.2605  15.0318  -0.0003  0.0002  -0.0003
O  9.1311  3.8926  18.8028  0.0001  -0.0001  -0.0012
O  4.7428  7.8959  15.8145  0.0004  0.0002  -0.0004
O  7.2476  1.586  10.8477  0  0.0002  0.0008
O  8.1073  6.396  19.1045  0  0.0021  0.0004
O  5.9142  5.1602  9.6382  0.0001  0.0001  0.0006
O  6.9352  -0.8739  19.139  0.0031  0.0035  0.0033
O  11.0591  2.2461  10.0814  0.0001  0.0001  0.0007
O  8.9727  2.383  12.7228  0.0001  0  0.0004
O  9.7085  11.5002  13.5523  0.0001  0.0001  0.0003
O  6.5526  4.2242  18.7737  0.0003  -0.0002  -0.0018
O  6.0468  10.0397  9.9557  0.0001  0.0002  0.0007
O  1.3525  10.8334  10.2773  0.0001  0  0.0007
O  5.1672  10.4599  14.7722  0  0.0002  -0.0002
O  1.6951  10.8925  14.6818  0  0.0001  -0.0003
O  11.3859  13.0878  18.6287  0.0001  -0.0006  -0.0016
O  5.4588  11.8375  16.9796  0.0002  0.0003  -0.0004
O  8.0961  10.9719  11.3576  0.0004  0  0.0009
O  11.2651  5.0045  19.7444  0.0006  0.0003  -0.0007
O  8.3677  1.4731  15.0902  0.0002  0.0003  -0.0003
O  2.4548  4.0436  18.6239  -0.0001  0.0006  -0.0013
O  3.753  11.6827  10.3356  0.0001  0.0004  0.001
O  9.1892  0.5673  19.6691  -0.0016  -0.0012  -0.0001
O  2.7928  2.628  12.6511  0  0.0002  0.0005
O  3.649  12.6154  15.1617  0.0001  0.0001  -0.0001
O  7.9986  4.0716  10.9407  0  -0.0002  0.0008
O  5.1161  0.2428  11.3361  -0.0003  -0.0001  0.0006
O  4.4281  5.4641  19.6047  -0.0008  0.0005  -0.001
O  6.2027  13.0515  14.6983  -0.0005  -0.0001  -0.0006
O  3.1065  6.5624  17.44  -0.0001  0.0014  -0.0018
O  2.782  0.9174  10.7208  0.0001  0  0.0006
O  0.2806  9.4436  16.8191  0.0002  0.0005  -0.001
O  5.2235  5.6134  12.6268  0  0  0.0004
O  2.1382  4.9493  13.764  0.0002  0.0001  0
O  6.9025  12.6028  9.7156  0  0  0.0008

Results
free energy: -165959.130 eV
free energy less fixed offsets of B -154.04, O -568.88, Si -635.61 eV per atom: 7.450 eV

The program warned: the cutoff lies below the one the program advises for these potential files; the forces do not sum to zero within the program's tolerance; the exchange-correlation potential is rough where the density is thin.
